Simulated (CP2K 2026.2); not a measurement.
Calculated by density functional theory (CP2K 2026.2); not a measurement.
Periodic cell of 543 atoms, Si316O209N18, from a study of silicon, its oxide and their interface. The atomic structure is a simulated model.
Doubt: the forces sum to 1.43 eV/angstrom along one axis rather than to zero, so they err by at least 0.0026 eV/angstrom per atom on average; the grid cutoff is modest.

Settings
functional: PBE
method: Gaussian and plane waves
basis set: DZVP-MOLOPT-SR-GTH
pseudopotentials: GTH-PBE
grid cutoff: 350 Ry, relative cutoff 50 Ry
k points: Gamma only
occupations: fixed
spin: none
net charge: 0

Cell vectors (angstrom)
a	16.3305	0	0
b	0	16.3305	0
c	0	0	34.3039

Atoms and the computed forces on them: element, x, y, z (angstrom), force x, y, z (eV/angstrom)
Si	16.046	0.144	0.089	0.131	-0.077	0.787
Si	2.811	2.558	0.001	-0.085	0.057	0.652
Si	16.244	6.033	34.069	0.26	-0.459	0.745
Si	2.49	8.689	0.215	0.082	-0.198	0.817
Si	0.141	10.764	0.096	-0.096	0.282	0.746
Si	2.991	13.436	34.202	-0.151	0.161	0.703
Si	5.194	0.487	34.146	0.078	-0.245	0.798
Si	7.858	3.116	0.255	0.08	-0.15	0.82
Si	5.654	5.287	0.373	-0.198	-0.03	0.73
Si	8.237	7.697	0.156	-0.089	0.317	0.732
Si	5.315	11.307	0.195	-0.052	-0.099	0.704
Si	8.485	13.232	0.253	0.097	0.114	0.697
Si	11.312	16.178	34.131	-0.425	0.223	0.723
Si	13.966	2.514	34.132	-0.154	0.257	0.717
Si	10.581	5.61	0.107	0.242	-0.046	0.701
Si	13.909	8.126	0.13	-0.276	-0.029	0.756
Si	10.555	10.83	34.232	0.198	-0.038	0.555
Si	13.411	13.816	0.174	0.062	-0.249	0.823
Si	1.329	1.333	1.337	0.001	-0.003	-0.043
Si	3.971	4.074	1.395	-0.003	-0.033	-0.06
Si	1.405	6.945	1.345	-0.019	0.02	-0.052
Si	4.14	9.715	1.475	0.013	0.012	-0.076
Si	1.39	12.352	1.299	0.045	-0.001	-0.028
Si	4.137	15.081	1.155	0.028	0.013	-0.041
Si	6.725	1.432	1.375	-0.026	-0.034	-0.071
Si	9.49	4.147	1.551	0.012	0.029	-0.065
Si	6.819	6.743	1.725	-0.017	0.006	-0.037
Si	9.363	9.429	1.349	-0.024	-0.049	-0.03
Si	6.848	12.303	1.622	-0.006	0.011	-0.022
Si	9.649	15.025	1.206	0.017	0.002	-0.068
Si	12.323	1.459	1.214	0.015	0.03	-0.042
Si	15.136	4.194	1.038	0.013	0.092	-0.039
Si	12.264	6.823	1.251	0.03	0.02	-0.063
Si	15.014	9.6	1.517	0.044	-0.003	-0.035
Si	12.174	12.122	1.232	-0.026	-0.01	-0.029
Si	14.916	15.003	1.499	-0.007	0.006	-0.027
Si	0.021	2.826	2.605	-0.031	-0.003	0.026
Si	2.733	16.308	2.651	0.009	-0.033	0.005
Si	0.048	8.209	2.803	0.025	-0.008	0.039
Si	2.68	5.507	2.72	-0.02	0.008	-0.003
Si	0.028	13.644	2.72	-0.007	-0.022	0
Si	2.721	11.035	2.781	0.002	-0.003	0.04
Si	5.37	2.74	2.78	0.014	0.036	0.05
Si	8.191	0.006	2.59	0.003	-0.029	-0.017
Si	5.423	8.248	2.824	-0.034	0.022	0.008
Si	8.203	5.428	3.011	-0.004	-0.042	0.045
Si	5.446	13.793	2.723	-0.038	0.019	0.017
Si	8.127	10.802	2.838	0.053	0.004	0.025
Si	10.936	2.71	2.669	0.011	0.008	0.015
Si	13.57	0.106	2.745	-0.046	-0.006	0.039
Si	10.878	8.151	2.67	-0.024	0.006	0.004
Si	13.68	5.423	2.543	0.018	-0.013	-0.015
Si	10.912	13.601	2.649	0.013	0.002	0.038
Si	13.556	10.929	2.731	-0.047	0.017	-0.002
Si	1.34	4.114	4.071	0	-0.009	0.006
Si	4.041	1.339	4.092	0.001	-0.007	-0.008
Si	1.401	9.596	4.121	0.039	0.003	-0.011
Si	4.051	6.842	4.106	0.017	-0.004	0.014
Si	1.385	14.988	4.072	0.038	0.016	0.008
Si	4.095	12.389	4.101	-0.007	-0.01	-0.008
Si	6.759	4.037	4.184	0.001	0.016	-0.011
Si	9.547	1.34	4.002	-0.019	0.01	0.001
Si	6.782	9.526	4.232	0.001	-0.003	0.037
Si	9.604	6.844	4.182	-0.007	0.018	-0.004
Si	6.851	15.058	4.075	-0.018	0.014	0.015
Si	9.535	12.256	4.069	-0.024	0.032	-0.021
Si	12.326	4.083	3.99	-0.004	0.034	-0.017
Si	14.991	1.458	4.038	0.018	-0.003	0.001
Si	12.218	9.526	4.062	-0.021	-0.015	-0.014
Si	14.962	6.783	4.03	-0.003	-0.012	-0.037
Si	12.245	14.978	4.056	0.011	-0.025	-0.012
Si	14.963	12.285	4.054	0.039	-0.004	-0.001
Si	0.01	0.038	5.395	0.008	-0.014	0
Si	2.688	2.717	5.441	0.014	0.015	0.01
Si	16.292	5.441	5.44	-0.003	0.032	-0.008
Si	2.721	8.208	5.484	-0.014	0.014	0.007
Si	16.32	10.927	5.426	-0.002	-0.004	-0.012
Si	2.71	13.659	5.489	0.011	0.001	0.008
Si	5.456	0.028	5.454	0.011	-0.008	-0.011
Si	8.183	2.662	5.428	-0.004	-0.003	-0.015
Si	5.412	5.456	5.465	-0.006	0.003	0.003
Si	8.19	8.163	5.524	0.003	-0.031	0.006
Si	5.415	10.972	5.482	-0.044	0.021	-0.003
Si	8.159	13.629	5.434	-0.011	0.002	-0.004
Si	10.865	16.313	5.415	-0.017	-0.012	0.006
Si	13.613	2.742	5.439	-0.015	0.017	0.004
Si	10.974	5.414	5.418	0.007	-0.012	0.011
Si	13.604	8.151	5.396	0.009	-0.015	0.006
Si	10.891	10.899	5.445	0.012	-0.006	-0.008
Si	13.631	13.65	5.426	-0.01	0.013	0.002
Si	1.353	1.34	6.821	-0.002	0.001	-0.009
Si	4.071	4.07	6.803	0.001	0.011	0.003
Si	1.333	6.813	6.782	0	-0.025	-0.005
Si	4.064	9.59	6.843	0.019	-0.013	0.004
Si	1.336	12.272	6.817	0.009	-0.002	-0.002
Si	4.096	14.993	6.825	-0.001	0.007	0.002
Si	6.827	1.349	6.822	0.002	0.018	-0.001
Si	9.567	4.04	6.739	0.001	0.013	-0.028
Si	6.801	6.782	6.825	0.006	-0.012	0.001
Si	9.547	9.542	6.844	-0.045	-0.009	0.004
Si	6.791	12.302	6.84	-0.007	0	0.004
Si	9.514	14.986	6.813	0.011	-0.001	0.003
Si	12.242	1.339	6.782	-0.003	-0.007	-0.002
Si	14.951	4.081	6.831	-0.01	-0.008	-0.005
Si	12.284	6.783	6.791	-0.001	-0.005	-0.01
Si	14.98	9.531	6.743	0.028	0.035	-0.02
Si	12.274	12.265	6.776	0.006	-0.005	-0.002
Si	14.999	14.991	6.793	0.012	-0.003	-0.002
Si	16.292	2.673	8.163	0.007	0.013	0.006
Si	2.73	16.311	8.202	0.008	0.001	-0.003
Si	16.329	8.196	8.131	-0.014	-0.022	-0.008
Si	2.69	5.43	8.125	-0.003	0.013	-0.009
Si	16.322	13.608	8.201	0.001	0.012	0.006
Si	2.674	10.931	8.216	-0.001	-0.009	0.007
Si	5.456	2.704	8.16	0.033	0.01	-0.001
Si	8.162	0.008	8.211	-0.048	-0.01	0.005
Si	5.446	8.188	8.145	-0.005	0.013	-0.001
Si	8.194	5.377	8.105	-0.006	-0.007	0.012
Si	5.416	13.645	8.226	-0.004	-0.005	0.003
Si	8.156	10.904	8.161	0.028	0.007	0
Si	10.859	2.676	8.155	-0.018	0.024	-0.019
Si	13.622	16.318	8.16	-0.016	-0.025	0.004
Si	10.921	8.127	8.155	0.02	-0.008	0.003
Si	13.592	5.438	8.199	0.005	0.007	0.022
Si	10.905	13.621	8.135	-0.022	0	0.002
Si	13.651	10.894	8.112	-0.003	-0.017	-0.004
Si	1.355	4.024	9.463	0.02	-0.025	-0.026
Si	4.114	1.34	9.539	0.023	0.014	0
Si	1.322	9.531	9.559	-0.021	-0.019	0.012
Si	4.046	6.822	9.453	-0.034	-0.022	-0.028
Si	1.374	14.929	9.578	0.048	-0.007	-0.01
Si	4.024	12.297	9.594	-0.018	0.041	0
Si	6.873	4.018	9.501	0.014	0.015	-0.012
Si	9.52	1.353	9.604	0.016	-0.004	0.035
Si	6.803	9.531	9.52	-0.036	-0.033	0.038
Si	9.536	6.727	9.474	-0.005	-0.019	0.005
Si	6.778	15.016	9.574	0.029	0.008	0.009
Si	9.541	12.259	9.476	-0.017	0.018	-0.005
Si	12.196	4.032	9.515	-0.009	0.007	-0.029
Si	14.953	1.321	9.575	0.045	0.018	0.018
Si	12.334	9.5	9.451	-0.004	-0.006	-0.018
Si	14.975	6.848	9.483	-0.017	0.017	0.004
Si	12.277	14.942	9.527	0.015	-0.013	-0.013
Si	14.959	12.219	9.563	-0.022	-0.014	0.012
Si	0.02	16.275	10.928	-0.036	-0.009	0.022
Si	2.704	2.664	10.845	-0.033	0.036	-0.006
Si	0.013	5.438	10.729	0.03	-0.027	-0.04
Si	2.729	8.174	10.879	0.051	-0.014	0.015
Si	16.24	10.805	10.971	0.028	0.011	0.026
Si	2.66	13.6	11.07	-0.006	-0.006	0.017
Si	5.436	0.03	11.006	-0.007	-0.014	0.008
Si	8.139	2.689	11.032	-0.076	0.048	0.046
Si	5.462	5.433	10.691	-0.025	0.023	-0.058
Si	8.214	8.128	10.801	0.029	-0.038	0.07
Si	5.392	10.88	10.861	-0.006	-0.03	0.016
Si	8.172	13.619	10.823	0.015	-0.011	-0.018
Si	10.942	16.302	10.899	-0.01	-0.034	0.006
Si	13.541	2.692	10.89	-0.07	0.026	0.023
Si	10.799	5.322	10.906	0.011	0.002	-0.057
Si	13.625	8.161	10.907	0.055	0.007	0.024
Si	10.98	10.886	10.728	-0.012	0.007	0.016
Si	13.593	13.564	10.942	0.005	-0.013	0.008
Si	1.383	1.319	12.281	0.08	-0.013	-0.025
Si	4.145	4.069	12.03	0.06	0.03	-0.072
Si	1.372	6.71	12.124	0.035	-0.075	-0.044
Si	4.07	9.536	12.292	-0.022	0.058	-0.02
Si	1.254	12.112	12.378	-0.011	0.043	-0.015
Si	4.039	15.06	12.403	-0.057	-0.039	-0.03
Si	6.78	1.347	12.478	-0.002	0.014	0.038
Si	9.485	4.031	12.459	0.031	0.033	-0.01
Si	6.771	6.757	12.069	-0.048	-0.018	-0.061
Si	9.717	9.476	12.038	0.045	-0.047	-0.065
Si	6.789	12.26	12.123	0.028	0.059	0.004
Si	9.583	14.895	12.194	0.044	0.044	-0.049
Si	12.254	1.311	12.347	-0.016	-0.011	-0.037
Si	14.92	4.179	12.055	0.036	0.056	-0.036
Si	12.212	6.72	12.11	-0.081	-0.09	-0.09
Si	14.904	9.451	12.45	-0.056	0.057	0.056
Si	12.218	12.142	12.271	-0.028	0.075	-0.058
Si	15	14.894	12.298	0.039	-0.032	-0.007
Si	16.302	2.859	13.317	0.022	0.038	-0.05
Si	2.653	0.062	13.903	0.034	0.032	0.039
Si	16.279	7.812	13.6	-0.115	-0.077	0.04
Si	2.913	5.46	13.387	0.029	0.044	0.04
Si	16.148	13.42	13.761	-0.051	-0.039	0.091
Si	2.576	10.693	13.761	0.023	-0.034	0.137
Si	5.231	2.831	13.667	-0.048	-0.014	0.026
Si	8.31	16.195	13.637	0.025	-0.006	0.04
Si	5.606	8.192	13.483	0.021	-0.1	0.061
Si	7.992	5.521	13.615	-0.059	-0.064	0.035
Si	5.455	13.577	13.572	0.004	-0.028	0.032
Si	8.363	10.912	13.201	0.039	0.034	0.024
Si	10.842	2.55	13.845	-0.042	0.043	0.053
Si	13.747	16.32	13.668	-0.024	0	0.051
Si	10.968	8.086	13.491	0.067	-0.061	0.084
Si	13.529	5.413	13.489	-0.067	0.072	0.077
Si	10.883	13.519	13.616	-0.018	-0.04	0.065
Si	13.352	10.786	13.838	0.017	-0.176	0.075
Si	1.487	4.091	14.577	-0.01	-0.117	-0.431
Si	3.518	1.963	15.188	-0.054	-0.315	-0.654
Si	1.495	8.794	15.017	-0.039	0.181	-0.48
Si	4.222	6.864	14.784	-0.004	0	-0.168
Si	1.469	14.582	14.954	-0.249	0.308	-0.74
Si	3.857	12.415	14.829	0.191	-0.372	-0.652
Si	6.398	4.37	15.032	0.153	-0.054	-0.418
Si	9.857	0.8	15.218	0.011	0.115	-0.41
Si	7.286	9.479	14.576	0.031	-0.332	-0.425
Si	9.193	7.257	14.723	-0.035	0.11	-0.532
Si	7.132	14.585	14.867	-0.174	0.088	-0.577
Si	9.303	12.236	14.888	0.311	-0.183	-0.433
Si	12.568	3.753	14.839	-0.216	0.028	-0.663
Si	14.953	1.706	14.816	0.069	-0.176	-0.651
Si	12.309	8.972	15.248	-0.125	0.328	-0.35
Si	14.608	6.81	15.062	0.181	-0.072	-0.396
Si	12.341	14.873	14.856	0.029	0.006	-0.363
Si	14.467	12.324	15.239	0.162	-0.124	-0.482
Si	1.651	0.484	19.27	-0.161	-0.031	-0.377
Si	14.352	3.712	31.458	-0.096	-0.004	0.082
Si	7.196	14.298	22.576	-0.045	-0.043	-0.232
Si	7.742	5.034	30.539	0.072	-0.071	0.169
Si	10.19	12.309	17.772	0.244	-0.082	-0.293
Si	11.822	11.992	27.475	-0.04	0.001	0.225
Si	8.275	3.327	20.438	0.061	-0.101	-0.413
Si	9.64	9.597	16.676	0.094	-0.013	-0.421
Si	1.911	4.318	26.237	0.058	-0.009	0.052
Si	15.65	7.006	23.844	0.114	-0.004	-0.198
Si	12.716	6.209	30.785	0.027	0.007	0.414
Si	4.269	0.26	20.763	0.017	0.087	-0.088
Si	3.373	8.992	16.982	0.074	-0.023	-0.355
Si	5.397	2.981	17.426	0.045	0.117	-0.569
Si	9.98	15.495	28.846	0.027	-0.134	0.267
Si	11.306	7.515	17.995	-0.14	0.098	-0.595
Si	9.178	15.738	24.507	-0.016	0.072	0.05
Si	1.108	3.256	31.722	0.063	0.038	0.105
Si	11.478	7.17	25.502	0.042	0.06	0.139
Si	13.778	8.692	21.937	0.016	0.132	-0.161
Si	6.559	9.013	23.746	-0.047	0.106	-0.045
Si	10.796	13.693	30.88	-0.038	-0.117	0.026
Si	13.816	16.212	19.256	-0.076	0.037	-0.207
Si	4.94	7.359	19.674	-0.049	-0.092	-0.134
Si	15.316	11.141	21.369	-0.065	0.133	-0.48
Si	12.967	13.75	17.487	-0.012	-0.107	-0.401
Si	8.53	7.931	25.886	-0.02	0.082	0.228
Si	9.08	5.66	17.236	-0.214	0.1	-0.128
Si	1.059	14.045	17.913	-0.097	-0.053	-0.306
Si	9.974	1.44	22.202	0.086	-0.018	-0.111
Si	5.143	11.469	29.455	0.121	-0.082	0.072
Si	16.097	16.187	21.333	-0.073	0.115	-0.112
Si	15.167	9.16	19.375	0.064	0.225	-0.233
Si	12.714	11.518	30.472	0.021	-0.028	0.229
Si	5.647	10.872	16.729	-0.203	0.109	-0.225
Si	7.432	15.855	27.142	-0.013	-0.004	0.021
Si	3.827	5.17	21.298	0.127	0.137	-0.155
Si	12.793	3.04	22.213	-0.039	-0.1	-0.266
Si	2.687	12.959	26.409	-0.083	0.12	0.187
Si	7.91	13.768	31.842	-0.127	0.007	0.064
Si	13.253	5.171	17.282	0.38	0.099	-0.31
Si	4.162	14.866	23.13	0.055	0.026	-0.087
Si	2.586	12.412	23.477	-0.077	0.092	-0.148
Si	15.804	16.096	24.186	-0.152	-0.036	0.022
Si	16.329	5.232	16.892	-0.37	-0.003	-0.169
Si	14.188	1.314	29.611	-0.039	0.104	0.106
Si	3.621	7.893	31.685	-0.009	-0.092	0.097
Si	1.501	6.019	31.205	-0.145	0.05	0.189
Si	1.945	10.048	21.798	-0.126	-0.013	-0.224
Si	11.497	5.03	23.584	-0.001	-0.067	-0.083
Si	11.558	14.945	26.348	-0.198	-0.008	0.117
Si	15.039	11.896	18.25	0.179	-0.227	-0.276
Si	10.563	15.212	17.209	0.315	-0.022	-0.277
Si	1.954	8.105	23.854	0.033	-0.019	-0.081
Si	6.621	11.003	31.767	0.019	0.133	0.353
Si	5.175	0.551	28.654	0.098	-0.006	0.092
Si	7.345	9.451	29.503	-0.097	0.075	0.015
Si	6.173	6.996	32.354	0.135	0.025	0.347
Si	12.227	9.053	32.138	-0.186	-0.021	0.146
Si	13.798	0.65	26.43	0.101	-0.009	0.333
Si	2.71	10.573	27.923	-0.093	-0.222	0.086
Si	0.801	2.323	16.803	0.184	0.169	-0.41
Si	4.157	9.069	25.634	0.053	-0.065	0.045
Si	6.69	15.055	19.769	0.223	0.011	-0.344
Si	10.456	4.518	31.532	-0.103	-0.09	0.222
Si	11.173	0.633	19.742	0.006	0.039	-0.263
Si	13.38	6.911	27.814	-0.074	0.028	0.1
Si	10.932	8.264	20.944	0.013	-0.006	-0.342
Si	12.468	9.346	26.852	0.001	0.104	0.198
Si	3.988	6.5	27.278	-0.049	0.09	0.159
Si	13.153	2.665	19.263	-0.114	0.144	-0.418
Si	13.255	3.171	25.008	0.017	0.14	-0.09
Si	7.871	16.117	17.145	-0.024	0.334	-0.262
Si	2.542	1.507	27.634	0.011	0.021	0.267
Si	2.11	8.113	29.313	-0.14	-0.084	0.233
Si	9.219	5.702	21.872	-0.018	0.046	-0.25
Si	0.858	0.612	30.128	-0.055	0.004	0.193
Si	6.684	0.096	31.299	-0.051	0.002	0.322
Si	1.731	5.296	23.462	-0.028	0.029	-0.06
Si	15.142	12.497	32.171	0.074	-0.046	0.157
Si	3.296	11.813	17.626	-0.096	0.017	-0.299
Si	4.312	10.444	20.125	-0.006	-0.01	-0.035
Si	1.008	7.907	17.933	-0.091	0.072	-0.539
Si	15.238	5.266	26.287	0.064	-0.059	-0.045
Si	8.543	2.446	31.587	-0.036	0.076	0.048
Si	5.244	14.027	27.89	0.101	0.088	0.166
Si	6.924	11.261	21.619	0.24	-0.137	-0.451
Si	6.894	6.609	28.206	0.061	0.015	0.165
Si	6.263	6.537	22.052	0.038	-0.055	-0.214
Si	1.021	14.651	32.074	0.038	-0.084	0.285
Si	15.088	9.408	16.509	0.067	-0.036	-0.448
Si	8.332	2.815	17.285	-0.081	-0.034	-0.376
Si	9.354	10.362	19.628	-0.063	0.047	-0.237
Si	5.827	5.812	17.312	0.233	-0.176	-0.451
Si	9.794	9.952	27.781	-0.014	-0.03	0.146
Si	16.169	13.689	22.758	-0.103	-0.044	-0.126
Si	7.432	12.252	18.891	0.15	-0.056	0.002
Si	2.269	15.646	25.425	-0.091	-0.022	0.034
Si	11.651	0.025	31.096	-0.002	0.053	0.225
Si	5.381	2.825	20.325	0.061	0.043	-0.24
O	0.339	15.67	33.129	0.025	-0.179	-0.388
O	14.071	0.986	28.013	-0.024	0.038	-0.192
O	11.454	12.26	31.203	-0.1	-0.311	0.49
O	12.392	4.617	22.294	0.365	0.33	-0.323
O	0.627	6.043	32.584	-0.195	0.024	-0.18
O	0.409	10.472	21.734	0.118	-0.246	0.084
O	5.218	6.246	33.437	-0.676	0.058	-0.157
O	3.159	5.253	26.678	0.016	0.028	-0.234
O	7.321	9.716	31.099	0.253	-0.583	0.41
O	8.068	0.942	31.287	0.556	-0.315	0.07
O	1.886	4.151	24.608	-0.138	-0.348	-0.157
O	14.606	5.88	27.639	0.48	-0.293	0.259
N	4.468	12.068	16.405	0.223	0.289	0.189
O	10.055	2.964	31.212	0.217	-0.234	-0.245
O	8.23	16.162	25.769	0.109	0.318	-0.155
O	12.006	8.7	25.44	-0.068	0.167	-0.552
O	1.028	7.104	30.054	-0.592	0.124	-0.378
O	3.729	6.471	20.312	-0.393	-0.015	0.185
O	15.368	14.532	23.907	-0.293	-0.185	0.55
O	13.996	5.311	31.322	0.405	0.238	-0.06
O	9.057	9.503	18.225	-0.421	-0.238	0.312
O	9.874	7.09	25.613	-0.138	-0.59	0.088
O	9.466	12.046	33.895	-0.21	0.159	-0.463
O	1.51	4.471	30.718	0.338	-0.058	-0.776
O	15.817	11.274	32.993	-0.042	-0.212	-0.237
O	2.086	8.524	22.294	0.16	-0.556	-0.303
O	5.212	7.995	31.541	0.009	0.421	-0.173
O	6.636	5.88	31.313	-0.309	-0.321	-0.361
O	4.6	15.368	28.531	-0.583	-0.011	0.399
O	6.982	7.927	29.144	-0.244	-0.227	0.399
O	7.348	7.825	33.093	-0.143	0.356	-0.306
O	11.167	0.463	32.598	-0.364	0.336	-0.325
O	14.198	13.327	33.161	0.035	0.299	-0.096
O	14.195	10.253	22.154	-0.256	0.313	0.32
O	1.349	15.254	18.932	0.141	-0.238	0.602
O	9.072	4.736	20.563	0.433	0.342	-0.226
O	11.417	2.173	22.364	-0.051	-0.015	0.37
O	5.841	7.864	22.869	-0.341	0.064	0.181
O	7.473	5.883	17.482	0.113	-0.053	0.451
O	5.774	14.824	23.155	0.136	-0.046	0.353
O	10.134	0.435	20.94	-0.553	-0.607	-0.086
O	6.47	10.625	15.388	-0.152	0.526	-0.216
O	2.553	10.43	17.151	-0.562	0.169	-0.088
N	15.001	11.196	16.59	0.015	0.052	0.078
O	3.175	0.723	19.686	0.212	0.279	-0.194
N	13.979	8.427	15.501	0.022	0.028	0.125
O	1.816	14.314	26.249	-0.696	-0.148	0.185
O	6.703	11.287	17.842	0.363	0.028	0.136
O	12.559	6.527	17.786	0.362	0.37	0.036
O	5.078	5.453	22.311	0.215	-0.401	0.428
N	8.577	8.732	15.53	-0.012	0.098	0.173
O	12.137	7.45	31.722	-0.043	-0.107	0.14
O	9.966	6.573	18.237	-0.275	-0.132	0.74
O	8.458	15.716	28.394	-0.294	0.201	0.203
O	0.758	0.872	20.565	0.09	0.35	0.538
O	9.681	6.187	15.834	0.612	-0.122	0.022
O	11.614	5.045	30.563	0.055	-0.349	-0.678
O	1.068	16.124	24.47	0.218	0.3	-0.364
O	9.363	4.061	17.104	0.441	-0.099	-0.194
O	12.165	6.469	26.811	-0.296	-0.554	0.191
O	6.682	15.516	16.181	-0.457	0.083	0.242
O	7.506	15.064	21.168	0.252	0.193	0.284
N	13.382	13.647	15.81	-0.112	0.155	0.139
O	4.809	8.949	19.809	0.24	-0.043	-0.017
O	8.052	13.261	15.246	-0.014	-0.033	0.433
O	8.914	9.349	26.572	-0.049	0.408	-0.15
O	1.045	12.883	23.429	-0.213	-0.201	0.205
O	10.556	11.352	19.049	0.479	-0.043	0.237
O	14.985	6.416	25.179	-0.525	0.174	0.171
O	13.744	2.697	15.309	-0.041	0.003	0.314
N	3.056	8.059	15.543	-0.004	0.052	0.002
O	5.034	4.501	17.899	-0.64	0.162	0.721
O	0.885	14.762	16.471	-0.479	0.46	0.222
O	15.571	0.619	30.092	-0.159	-0.615	0.26
O	3.605	15.946	22.07	-0.591	0.134	0.146
N	11.242	13.672	17.556	-0.178	0.039	0.144
N	0.417	8.761	16.48	-0.087	-0.007	0.016
O	5.441	9.584	24.786	0.05	0.706	0.105
O	13.521	15.185	18.037	0.19	0.277	-0.389
O	3.595	15.28	24.578	0.238	0.179	0.393
O	2.619	8.096	18.114	0.391	-0.393	0.273
O	0.683	6.314	17.878	0.124	-0.29	0.444
O	13.728	2.737	23.506	0.46	-0.463	-0.099
N	11.2	8.736	16.689	0.044	0.034	0.286
N	8.742	1.247	16.613	0.039	0.134	0.256
O	9.537	0.686	23.561	-0.192	0.179	0.467
O	13.562	12.564	18.384	-0.418	-0.123	0.39
O	14.976	7.035	33.855	-0.181	0.116	-0.114
O	1.382	1.424	17.99	0.025	0.026	0.339
O	11.53	8.177	19.446	0.47	0.191	0.249
O	12.552	11.946	28.928	0.328	0.14	-0.243
O	12.527	16.234	20.227	-0.153	-0.176	0.815
O	6.223	10.416	28.823	-0.14	-0.074	-0.662
O	6.533	13.517	19.284	-0.259	-0.005	0.237
O	10.625	16.214	18.452	-0.103	0.367	-0.006
O	14.363	8.326	20.472	0.037	-0.446	0.127
O	9.005	15.004	16.911	-0.015	-0.629	-0.339
N	15.197	10.873	19.642	0.101	0.093	0.212
O	2.503	6.604	24.037	0.436	-0.007	0.159
N	9.852	11.328	16.323	0.293	-0.038	-0.027
O	6.564	14.477	27.046	0.079	-0.514	-0.568
O	12.172	8.542	21.942	-0.176	-0.077	0.664
O	0.795	5.285	15.478	0.028	0.399	-0.194
O	5.178	15.503	20.018	-0.272	-0.437	-0.314
O	15.11	0.478	25.468	0.437	0.336	0.076
O	2.446	4.882	22.081	-0.289	-0.418	-0.231
O	0.464	4.969	26.596	-0.053	0.029	0.246
O	4.246	11.479	18.888	0.469	0.333	-0.004
O	14.006	1.4	18.664	0.495	0.044	-0.271
O	10.423	0.18	30.034	-0.326	0.416	-0.229
O	14.482	7.659	22.956	-0.376	-0.274	0.351
O	4.928	9.43	17.054	0.394	-0.218	0.4
O	6.28	6.9	20.465	0.666	-0.146	-0.005
O	11.578	2.172	19.303	-0.542	0.39	-0.167
O	13.446	3.059	32.661	-0.623	0.086	-0.053
O	5.58	2.213	18.825	0.205	-0.59	0.162
O	3.239	8.383	33.139	0.195	0.172	-0.137
O	12.959	0.734	30.491	0.008	0.126	0.107
O	13.459	9.079	33.185	0.103	0.683	-0.081
O	3.989	1.614	28.374	0.225	0.524	0.361
O	0.149	3.7	17.414	0.039	-0.143	0.465
O	4.364	2.039	16.598	-0.023	-0.225	0.399
N	7.94	11.213	20.189	-0.132	0.071	0.187
O	8.748	12.885	18.222	-0.117	0.465	-0.04
N	11.172	15.943	15.763	0.032	-0.021	0.332
O	5.359	11.099	21.16	-0.221	0.251	0.454
O	7.119	12.708	22.319	0.174	-0.085	0.17
O	2.062	2.927	27.04	-0.305	0.021	-0.12
O	11.875	4.012	24.802	-0.325	-0.218	0.32
O	10.255	13.96	29.36	-0.034	-0.451	-0.601
O	13.701	8.476	27.447	0.488	0.433	-0.005
O	10.56	15.09	25.076	0.096	-0.342	-0.458
O	3.019	12.276	25	0.342	-0.457	0.038
O	12.203	4.542	16.216	-0.627	-0.051	0.142
O	13.007	15.606	26.154	0.375	-0.36	-0.222
O	8.377	14.651	23.616	0.163	-0.456	-0.014
O	11.207	9.146	27.899	0.155	-0.374	0.288
O	15.239	12.658	21.908	-0.531	0.346	-0.098
O	12.707	10.918	26.623	0.436	0.124	-0.57
O	13.444	4.041	18.45	0.114	-0.076	0.243
O	2.696	0.495	26.407	0.519	0.15	-0.145
N	2.034	2.8	15.639	-0.005	0.07	0.14
O	5.717	0.708	30.169	-0.413	0.18	0.113
O	5.15	1.527	21.249	0.282	-0.014	0.746
O	9.511	14.006	31.8	0.314	0.456	0.441
O	10.947	4.766	33.059	0.566	-0.327	-0.09
O	7.523	13.902	33.403	-0.549	0.277	0.042
O	15.553	0.496	22.733	-0.084	0.741	-0.009
O	15.95	1.435	16.092	0.025	-0.363	0.481
O	0.186	5.773	23.178	-0.404	-0.239	-0.589
O	0.385	8.165	24.247	-0.201	0.485	0.567
O	1.448	0.885	28.655	-0.178	-0.284	-0.469
N	6.826	3.308	16.48	0.11	-0.153	0.08
O	2.732	10.287	20.431	-0.411	0.108	-0.549
O	0.47	14.779	21.733	0.549	-0.102	-0.288
O	8.329	2.68	18.937	0.117	-0.3	0.389
O	7.581	6.997	26.802	-0.146	-0.381	-0.325
O	2.718	13.552	15.131	0.184	-0.154	0.074
O	11.824	13.406	26.74	0.139	0.064	-0.044
O	2.795	9.088	24.779	-0.111	0.607	0.101
O	7.782	8.318	24.524	0.255	0.015	-0.217
O	9.954	4.967	23.12	-0.332	-0.459	0.507
O	6.761	4.233	34.077	-0.03	0.064	-0.53
O	16.085	13.154	18.275	-0.202	0.343	0.148
O	7.527	3.445	30.798	-0.519	-0.219	-0.334
O	5.18	7.042	18.106	-0.019	0.649	-0.212
O	10.27	11.486	27.55	-0.288	0.378	-0.324
O	5.382	6.074	27.985	-0.174	-0.527	0.012
O	7.748	6.067	22.434	-0.013	-0.237	0.613
O	5.938	0.144	32.74	0.273	0.064	-0.128
O	3.832	10.002	26.902	0.377	0.26	0.174
O	2.296	13.009	17.931	0.181	0.136	0.095
O	3.565	13.428	22.701	0.219	-0.122	-0.249
O	4.42	7.555	26.133	0.369	-0.018	-0.093
N	14.722	5.692	16.492	-0.044	-0.051	0.095
O	9.158	5.425	31.213	0.186	0.734	0.098
O	7.38	16.053	18.682	0.195	0.544	0.528
O	5.212	11.334	31.062	-0.761	-0.097	0.062
O	0.326	8.537	19.251	0.342	-0.103	0.62
O	8.815	2.431	21.671	-0.213	0.064	0.479
O	13.578	2.82	20.825	0.694	-0.097	0.47
O	6.296	10.739	33.318	0.314	-0.577	-0.094
O	4.171	12.326	33.872	-0.04	0.088	-0.294
O	1.916	11.837	27.293	-0.592	0.031	-0.121
O	11.971	14.765	31.163	0.687	-0.165	-0.02
O	12.543	9.937	30.814	0.02	-0.165	-0.671
O	2.735	10.968	22.84	0.296	-0.096	0.083
O	7.685	5.412	28.97	0.085	-0.146	-0.404
O	14.467	8.97	17.946	-0.533	-0.325	0.009
O	14.189	11.968	30.976	0.318	0.176	-0.593
O	1.264	9.649	34.019	0.044	-0.149	-0.197
O	3.607	11.177	29.115	-0.365	0.075	0.349
O	10.911	15.765	27.574	0.079	0.415	-0.149
O	7.091	14.88	31.01	-0.261	-0.149	-0.423
O	14.446	3.949	25.781	0.232	-0.32	0.233
O	11.017	9.841	32.958	-0.156	-0.069	-0.382
O	6.386	0.702	27.566	0.039	0.409	-0.406
O	1.374	1.821	31.07	0.257	-0.248	-0.125
O	1.38	15.535	30.759	0.232	-0.044	-0.302
O	4.142	13.318	26.983	0.167	-0.118	-0.152
O	7.597	12.254	31.413	0.12	-0.187	-0.586
O	3.036	7.192	28.379	0.188	-0.125	-0.017
O	3.048	6.383	31.517	0.503	-0.48	0.033
N	5.402	5.772	15.643	-0.093	0.141	-0.028
O	10.106	6.975	21.436	0.251	-0.089	0.195
O	11.897	6.49	24.111	0.49	0.134	-0.456
O	2.962	8.78	30.521	0.246	0.436	0.018
O	5.62	12.952	29.027	0.282	0.084	0.174
O	16.321	13.475	31.643	0.162	-0.194	-0.492
O	6.715	3.615	20.743	-0.049	0.442	0.52
O	3.989	1.547	33.75	0.035	-0.136	-0.293
O	7.179	10.141	22.758	0.262	-0.128	0.09
O	1.997	3.301	33.087	-0.114	0.502	0.022
O	1.672	9.41	28.426	-0.457	0.238	-0.28
O	14.988	1.257	33.815	-0.158	0.078	-0.553
O	15.005	15.767	20.214	0.099	-0.53	0.137
O	13.014	6.879	29.371	0.016	0.491	-0.186
O	9.882	9.503	20.88	-0.324	0.233	0.544
O	12.355	14.941	33.965	-0.197	0.104	-0.327
O	15.863	3.494	32.017	-0.067	-0.045	0.124
O	8.868	9.816	29.084	0.182	-0.034	0.198
O	4.13	3.824	20.457	-0.413	-0.111	-0.133
O	8.516	2.569	33.193	0.172	-0.522	-0.099
O	9.483	6.746	33.997	0.117	0.025	-0.397
O	12.904	1.873	25.882	-0.353	0.035	0.314
O	2.333	13.993	32.795	0.107	0.058	-0.503
O	14.215	2.905	30.038	-0.22	0.144	-0.687

Results
total energy: -130323.626 eV
total energy less fixed offsets of N -271.95, O -438.35, Si -107.03 eV per atom: 8.104 eV
